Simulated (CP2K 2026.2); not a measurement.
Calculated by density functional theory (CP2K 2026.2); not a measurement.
Periodic cell of 444 atoms, Si328O116, from a study of silicon, its oxide and their interface. The atomic structure is a simulated model.
Doubt: the forces sum to 1.07 eV/angstrom along one axis rather than to zero, so they err by at least 0.0024 eV/angstrom per atom on average; the grid cutoff is modest.

Settings: functional PBE; method Gaussian and plane waves; basis set DZVP-MOLOPT-SR-GTH; pseudopotentials GTH-PBE; grid cutoff 350 Ry, relative cutoff 50 Ry; k points Gamma only; occupations fixed; spin none; net charge 0.

Cell vectors (angstrom)
a 16.4025 0 0
b 0 16.4025 0
c 0 0 30.6213

Atoms: element, x, y, z (angstrom)
Si 0.049 16.1384 0.1392
Si 2.7329 2.4068 0.0249
Si 15.686 5.9747 30.488
Si 3.0422 8.0568 30.5533
Si 16.0363 11.1342 0.1465
Si 3.3656 13.1363 30.33
Si 5.2892 0.4056 30.5697
Si 8.3992 2.7476 0.3943
Si 5.0777 5.6441 0.0752
Si 7.679 8.4657 30.3055
Si 5.5452 10.8212 0.1248
Si 8.4697 13.5013 30.5441
Si 10.2889 0.3182 30.5763
Si 13.2611 2.9742 0.1451
Si 11.1537 5.3854 0.5264
Si 13.6019 8.2492 0.6249
Si 11.4549 10.4226 0.0192
Si 13.9113 13.3301 0.445
Si 1.2295 1.3239 1.4351
Si 3.8443 4.1197 1.3578
Si 1.1979 6.9268 1.1232
Si 4.1046 9.5239 1.4535
Si 1.5054 12.2525 1.1744
Si 4.2414 14.926 1.1463
Si 6.7644 1.442 1.4912
Si 9.554 4.2061 1.7329
Si 6.7468 6.864 1.2749
Si 9.5191 9.4523 1.1257
Si 7.0047 12.2073 1.3494
Si 9.3408 15.1334 1.4173
Si 12.1814 1.2307 1.2926
Si 14.9554 4.1556 1.3082
Si 12.2735 6.8684 1.8802
Si 15.0301 9.6911 1.7093
Si 12.2557 12.1235 1.5515
Si 15.1338 14.8934 1.6326
Si 16.3377 2.7861 2.7314
Si 2.7511 16.308 2.6498
Si 0.058 8.22 2.7905
Si 2.5115 5.5152 2.6789
Si 0.199 13.5675 2.8121
Si 2.7137 10.9172 2.7257
Si 5.341 2.8173 2.7523
Si 8.0696 0.026 2.8667
Si 5.4576 8.1589 2.784
Si 8.0759 5.5788 2.8428
Si 5.5814 13.6474 2.6736
Si 8.304 10.8374 2.7092
Si 10.9432 2.665 2.8517
Si 13.6371 16.3449 2.7442
Si 10.7428 8.2408 2.8763
Si 13.7155 5.4059 2.932
Si 10.8521 13.6895 2.7186
Si 13.6263 10.9458 3.0348
Si 1.2921 4.111 4.1379
Si 4.0519 1.3354 4.0864
Si 1.3987 9.5767 4.1736
Si 4.0084 6.8003 4.0941
Si 1.4675 15.0032 4.1615
Si 4.1392 12.3017 4.0535
Si 6.7344 4.1423 4.1504
Si 9.5149 1.3499 4.2087
Si 6.8543 9.5513 4.125
Si 9.4645 6.8515 4.2483
Si 6.7792 15.0036 4.197
Si 9.5636 12.2799 4.1319
Si 12.3079 4.033 4.2516
Si 14.9921 1.3704 4.1
Si 12.2036 9.5434 4.2569
Si 15.0844 6.8479 4.204
Si 12.2634 15.0083 4.1308
Si 15.1099 12.318 4.2245
Si 16.3994 16.3954 10.9917
Si 2.7442 2.7408 11.0002
Si 0.0074 5.4685 11.0017
Si 2.7309 8.2031 11.0109
Si 0.0011 10.9199 10.9916
Si 2.7414 13.6665 10.9911
Si 5.4825 0.0204 10.9889
Si 8.2091 2.7549 10.9893
Si 5.476 5.4924 10.9934
Si 8.2085 8.2128 10.999
Si 5.4707 10.9451 11.0092
Si 8.2126 13.6797 11.0097
Si 10.9395 16.399 10.9787
Si 13.6745 2.7304 10.9985
Si 10.9348 5.467 10.9922
Si 13.6651 8.1942 10.9964
Si 10.9344 10.9347 11.0004
Si 13.671 13.6507 10.9892
Si 1.3662 1.3671 12.3469
Si 4.12 4.1236 12.3532
Si 1.3637 6.8382 12.381
Si 4.1052 9.5758 12.3686
Si 1.3826 12.2755 12.3494
Si 4.1196 15.0447 12.34
Si 6.8508 1.3959 12.36
Si 9.5758 4.116 12.3759
Si 6.8437 6.8583 12.367
Si 9.5794 9.5674 12.3752
Si 6.8445 12.3096 12.373
Si 9.5993 15.0369 12.3688
Si 12.3078 1.3502 12.3507
Si 15.0464 4.1027 12.3651
Si 12.3013 6.8282 12.3686
Si 15.0319 9.5545 12.3687
Si 12.3069 12.2897 12.3705
Si 15.0282 15.0246 12.3501
Si 0.0043 2.7221 13.7273
Si 2.7613 0.0198 13.6896
Si 16.398 8.2026 13.7586
Si 2.7544 5.4758 13.7288
Si 16.398 13.6375 13.6796
Si 2.7435 10.9258 13.7498
Si 5.5163 2.803 13.7276
Si 8.2359 0.0251 13.7069
Si 5.4922 8.2392 13.7348
Si 8.2247 5.5163 13.7418
Si 5.4718 13.6839 13.7239
Si 8.2249 10.9514 13.738
Si 10.9624 2.7298 13.7133
Si 13.659 16.3793 13.7295
Si 10.9319 8.185 13.7463
Si 13.6974 5.4851 13.7325
Si 10.9727 13.6775 13.7526
Si 13.6426 10.8942 13.7401
Si 1.3945 4.0883 15.0819
Si 4.1104 1.4394 15.035
Si 1.367 9.5671 15.1285
Si 4.1278 6.8617 15.0752
Si 1.4066 14.9916 14.9895
Si 4.1123 12.313 15.1073
Si 6.8845 4.1675 15.1327
Si 9.6052 1.3739 15.0964
Si 6.8556 9.6066 15.1219
Si 9.5549 6.8757 15.1575
Si 6.8615 15.0651 15.0497
Si 9.6 12.3108 15.106
Si 12.3517 4.0837 15.063
Si 15.0281 1.3417 15.0818
Si 12.2891 9.5213 15.1395
Si 15.04 6.8404 15.1535
Si 12.3296 15.0295 15.1658
Si 15.0207 12.2831 15.0516
Si 0.0343 16.3166 16.3262
Si 2.7796 2.7707 16.4705
Si 0.0355 5.4297 16.4715
Si 2.742 8.1659 16.4649
Si 16.371 10.9608 16.4561
Si 2.6808 13.6401 16.4379
Si 5.4984 0.0862 16.3386
Si 8.3054 2.797 16.4617
Si 5.5354 5.5945 16.4849
Si 8.2053 8.2927 16.5681
Si 5.5409 11.0267 16.4914
Si 8.2386 13.7265 16.4289
Si 10.933 0.0186 16.5272
Si 13.6905 2.7252 16.4707
Si 10.9658 5.4258 16.4003
Si 13.6622 8.1863 16.5683
Si 10.8873 10.8746 16.4924
Si 13.7123 13.5997 16.4933
Si 1.375 1.2635 17.6835
Si 4.1479 4.249 17.8191
Si 1.4036 6.7596 17.866
Si 4.1181 9.6114 17.7383
Si 1.2549 12.3276 17.8985
Si 4.1107 15.0974 17.6142
Si 6.8401 1.475 17.7285
Si 9.7784 4.0551 17.8737
Si 6.8958 6.9067 17.9637
Si 9.4718 9.7163 18.0192
Si 6.9373 12.4404 17.898
Si 9.5522 15.0296 17.8908
Si 12.3137 1.4086 17.8884
Si 15.126 4.019 17.8561
Si 12.2389 6.7203 17.8543
Si 15.0449 9.6369 17.9023
Si 12.3197 12.1607 17.8169
Si 15.2494 14.8978 17.7793
Si 0.1191 2.5221 19.1771
Si 2.7841 16.377 19.0173
Si 0.049 8.2014 19.131
Si 2.8092 5.4749 19.3477
Si 0.0765 13.6944 19.569
Si 2.6917 10.9153 19.0563
Si 5.5303 2.8946 19.1021
Si 8.1283 0.1498 19.1618
Si 5.4852 8.4569 19.2689
Si 8.3798 5.3782 19.1937
Si 5.4895 13.9016 19.0189
Si 8.171 11.2892 19.6365
Si 11.1327 2.7996 19.5173
Si 13.8729 16.3538 18.8778
Si 10.7767 8.11 19.137
Si 13.7322 5.3502 19.2135
Si 10.9719 13.5199 19.1259
Si 13.6462 10.9431 19.3764
Si 1.7293 3.6136 20.493
Si 4.0465 1.5081 20.2031
Si 1.5941 9.324 20.5039
Si 3.9517 7.259 20.5746
Si 2.1101 14.8018 20.6924
Si 4.0763 12.4353 20.0925
Si 7.1475 3.9194 20.5738
Si 9.2764 1.637 20.6465
Si 6.2287 10.2872 20.7547
Si 9.103 7.0306 20.717
Si 6.2884 15.7229 20.4334
Si 9.7551 12.8278 21.1066
Si 13.3379 3.5986 20.9081
Si 15.0972 1.0702 20.5215
Si 12.5049 9.0822 20.3965
Si 14.8852 7.0276 20.457
Si 12.5487 14.9084 20.0398
Si 14.5486 12.6989 20.8682
Si 15.622 15.8379 23.2371
Si 13.6025 7.9051 27.1147
Si 0.8677 10.5271 23.2211
Si 6.4433 6.4003 22.2358
Si 10.472 15.7335 22.0632
Si 12.1491 9.6567 24.7854
Si 12.6374 15.1328 24.1427
Si 13.6496 12.1816 23.8582
Si 0.3688 4.0066 25.146
Si 2.3491 1.5895 27.7725
Si 15.9878 9.5763 28.0157
Si 6.4151 1.2103 27.6924
Si 3.8778 6.5129 25.9517
Si 3.113 8.9763 24.7641
Si 6.1974 15.1679 23.3392
Si 15.8365 4.8935 22.3671
Si 9.8228 11.1219 23.7579
Si 10.5844 8.6064 22.7074
Si 1.0334 13.3849 24.0572
Si 3.2233 15.2802 23.5441
Si 12.9878 3.3196 27.7056
Si 15.5867 15.6198 27.89
Si 11.2636 5.9482 28.1557
Si 15.3091 5.3882 27.3062
Si 1.9912 15.1341 28.6827
Si 9.2793 16.303 27.5788
Si 2.3429 8.3918 27.5722
Si 7.2383 12.6693 24.8925
Si 5.9173 10.1148 23.8739
Si 8.2546 13.4363 27.5613
Si 3.438 3.3917 25.5589
Si 4.9356 0.9449 24.9112
Si 15.8533 11.5568 25.5552
Si 6.8001 4.1413 28.6133
Si 8.3768 6.651 27.5876
Si 6.6929 7.5328 25.207
Si 16.2599 1.1534 25.7556
Si 10.7103 12.4692 28.6748
Si 12.0726 0.4758 26.7575
Si 12.9551 14.5658 28.4463
O 15.5709 0.006 29.3415
O 12.6127 2.029 26.7358
O 1.9589 2.4284 29.1284
O 4.0892 1.5223 30.3503
O 15.7896 5.5605 28.8596
O 14.496 7.1438 30.3596
O 15.9306 10.8321 26.9812
O 2.7736 8.8232 29.0803
O 14.9182 12.2728 30.207
O 0.0056 10.1693 29.463
O 2.9307 13.8028 28.8449
O 4.4958 11.9138 29.9541
O 7.5619 5.2404 27.6942
O 5.9689 0.3885 29.0314
O 7.8214 3.6463 29.7681
O 9.5568 1.7874 30.338
O 5.5175 4.8665 29.2997
O 4.083 6.8454 30.1153
O 8.0998 7.6447 28.8802
O 6.5289 9.6806 29.8997
O 7.6474 13.6945 29.0726
O 10.0123 12.9931 30.0846
O 12.6243 15.8647 25.6039
O 9.9156 16.0474 29.0707
O 13.4492 2.6699 29.1298
O 15.2272 0.3249 26.7213
O 10.7491 6.086 29.6985
O 12.1739 4.2026 0.0505
O 12.5573 9.194 30.3346
O 11.3152 11.0136 29.0731
O 13.1007 14.3673 30.0435
O 12.498 16.106 28.1377
O 0.7492 4.1388 21.7298
O 2.9315 2.5246 21.0728
O 5.1144 0.4362 20.9998
O 0.6225 9.9939 21.7044
O 16.0282 10.5151 24.2935
O 2.7427 8.2855 21.1672
O 4.8877 6.8049 21.8846
O 3.0951 13.4734 20.9647
O 2.3338 15.598 22.1914
O 5.0428 11.4634 21.0568
O 4.6689 14.5979 23.2315
O 6.6168 4.7978 21.8838
O 8.1443 2.7419 21.2027
O 9.6054 0.7182 22.0015
O 6.4426 9.8395 22.3608
O 11.5637 8.338 23.9983
O 4.3528 9.7517 24.0803
O 11.2121 15.5966 23.5097
O 12.6395 13.4841 24.009
O 13.8185 2.0077 21.0264
O 15.7021 6.4214 21.7817
O 15.7839 0.1837 21.7791
O 7.5226 7.257 21.3117
O 11.5117 9.4636 21.6662
O 10.35 12.01 22.4659
O 13.6824 8.052 21.0276
O 16.1641 4.9275 23.9609
O 13.4649 13.9481 21.0417
O 11.6694 15.9546 20.9778
O 0.5763 12.7404 25.4948
O 14.5645 12.2115 22.4861
O 0.0138 0.3089 24.3731
O 16.3057 14.3435 23.3404
O 14.5235 8.8685 28.0585
O 1.8644 9.4497 23.8881
O 13.0953 10.6381 23.8793
O 6.7202 6.6415 23.8355
O 6.875 15.1458 21.8712
O 10.8707 10.7109 24.9919
O 6.7391 9.1271 24.8773
O 9.5802 14.4067 21.6597
O 14.3715 4.1952 22.1181
O 1.374 12.0882 23.1058
O 14.0157 15.7054 23.472
O 0.6745 14.9569 27.7038
O 2.8317 0.0621 28.1734
O 1.935 3.5494 24.908
O 0.2571 4.9246 26.4929
O 3.9947 4.9113 25.7358
O 1.168 1.3468 26.6848
O 14.6412 6.7286 26.5916
O 12.3979 7.0917 27.8478
O 2.9282 6.878 27.2446
O 6.1116 0.2995 23.9568
O 5.3904 7.1083 26.1178
O 4.5277 2.5345 24.659
O 2.9577 9.3528 26.372
O 3.2351 7.3297 24.6677
O 8.8244 14.8515 26.9767
O 7.1523 12.8325 26.5236
O 15.8363 2.6584 25.2929
O 10.0309 7.1785 22.1317
O 8.6514 11.9963 24.4548
O 9.3759 9.6443 23.1512
O 14.4427 12.3146 25.2913
O 9.4776 12.3479 27.6085
O 3.5299 0.158 24.5401
O 1.4091 15.3311 30.2122
O 14.2532 4.1551 27.1137
O 3.3826 2.5851 26.9821
O 12.9578 8.9756 26.0296
O 11.7653 4.4244 27.7869
O 0.7094 8.4913 27.5084
O 14.4607 14.4295 27.7856
O 2.3579 14.2291 24.4348
O 8.0011 0.8944 27.4599
O 6.0723 11.6645 24.3678
O 7.0717 14.1626 24.2759
O 5.4834 0.7259 26.4358
O 9.9451 6.3218 27.2952
O 7.9725 7.328 26.164
O 10.4449 0.5575 26.6413
O 6.2843 2.8431 27.7679
O 11.8442 13.4509 27.9765
Si 0.007 16.3957 5.4577
Si 2.693 2.7158 5.4711
Si 0.0003 5.4654 5.5728
Si 2.7473 8.1992 5.5227
Si 0.024 10.9143 5.5641
Si 2.8075 13.6363 5.5193
Si 5.4224 0.0083 5.5149
Si 8.1439 2.7665 5.5111
Si 5.3758 5.4782 5.5218
Si 8.1433 8.2248 5.5972
Si 5.4755 10.9384 5.4725
Si 8.1819 13.6338 5.5173
Si 10.9091 16.3704 5.5337
Si 13.683 2.6804 5.5791
Si 10.9037 5.4568 5.5345
Si 13.6532 8.1844 5.5436
Si 10.8976 10.9623 5.5806
Si 13.6772 13.6848 5.521
Si 1.3466 1.3569 6.8664
Si 4.0507 4.0776 6.8774
Si 1.3807 6.8397 6.9053
Si 4.1178 9.5763 6.873
Si 1.4059 12.2942 6.8904
Si 4.1071 15.033 6.9044
Si 6.8025 1.3736 6.878
Si 9.534 4.098 6.8974
Si 6.7673 6.8308 6.9046
Si 9.5374 9.5843 6.9358
Si 6.8186 12.2875 6.8901
Si 9.5421 15.0075 6.8932
Si 12.2859 1.3259 6.9101
Si 15.0387 4.0823 6.9193
Si 12.2876 6.8113 6.9043
Si 15.0297 9.5548 6.9073
Si 12.3086 12.3185 6.9044
Si 15.0526 15.0515 6.8753
Si 0.0099 2.7222 8.2693
Si 2.7212 16.4017 8.2503
Si 0.0007 8.1923 8.2689
Si 2.7291 5.4617 8.2683
Si 0.0168 13.6683 8.2397
Si 2.7543 10.9269 8.2635
Si 5.4458 2.74 8.2524
Si 8.1869 0.0048 8.2424
Si 5.4477 8.2163 8.2779
Si 8.1728 5.4775 8.2546
Si 5.479 13.6733 8.2664
Si 8.177 10.9471 8.2885
Si 10.9212 2.725 8.2521
Si 13.6771 16.3883 8.2661
Si 10.9278 8.2 8.2637
Si 13.6623 5.4508 8.2716
Si 10.9283 13.6675 8.2673
Si 13.6691 10.9351 8.2639
Si 1.3699 4.0978 9.6358
Si 4.0928 1.3676 9.6221
Si 1.3737 9.5606 9.6264
Si 4.0891 6.8403 9.6344
Si 1.367 15.0309 9.6253
Si 4.1129 12.3033 9.6294
Si 6.8209 4.1079 9.6235
Si 9.558 1.3649 9.6208
Si 6.8246 9.5712 9.646
Si 9.5578 6.8338 9.6262
Si 6.8458 15.0429 9.6326
Si 9.5643 12.3051 9.6402
Si 12.2927 4.0849 9.6303
Si 15.0368 1.3621 9.6294
Si 12.2997 9.5671 9.6302
Si 15.033 6.8242 9.6326
Si 12.3068 15.0231 9.6263
Si 15.0499 12.2984 9.6171

Results
total energy: -85942.506 eV
total energy less fixed offsets of O -438.35, Si -107.03 eV per atom: 11.934 eV

Forces (eV/angstrom), in the order of the atoms: element, x, y, z
Si -0.3724 -0.0384 -0.3472
Si -0.191 0.1334 -0.3518
Si -0.0957 -0.0247 -0.5849
Si -0.3216 -0.0036 -0.2901
Si -0.0876 -0.0474 -0.4416
Si 0.1954 -0.1958 0.2956
Si 0.28 0.103 -0.378
Si -0.1764 0.2323 -0.2798
Si -0.0367 0.0012 -0.2721
Si -0.0875 -0.2315 -0.2924
Si 0.0641 -0.0571 0.0565
Si -0.2831 0.008 -0.1408
Si 0.0156 -0.0398 -0.2325
Si -0.0165 0.0346 -0.6388
Si -0.1116 0.1485 -0.6029
Si -0.1498 -0.0423 -0.5171
Si 0.1832 -0.2483 -0.1449
Si -0.0706 -0.0077 -0.434
Si 0.0102 -0.1103 -0.0754
Si 0.0594 -0.1688 -0.2129
Si 0.2205 0.0714 -0.1584
Si 0.0873 -0.0244 -0.1946
Si -0.0738 -0.0014 -0.2211
Si 0.0123 0.1513 -0.1637
Si 0.133 0.0029 -0.2105
Si 0.0917 -0.0714 -0.0849
Si -0.0441 -0.0654 -0.1366
Si 0.0387 0.065 -0.1831
Si -0.0631 0.1905 -0.2188
Si 0.2349 -0.2195 -0.2404
Si 0.0137 -0.0896 -0.1885
Si 0.0521 0.0235 -0.0611
Si 0.0153 -0.1058 -0.1263
Si 0.0205 0.0249 -0.2027
Si 0.0912 0.0036 -0.2352
Si -0.0203 0.1379 -0.2202
Si -0.1197 0.0946 -0.0236
Si 0.1025 -0.1652 -0.0877
Si 0.0188 -0.0729 0.1297
Si -0.053 0.1432 -0.085
Si 0.1471 -0.1121 0.0468
Si -0.0143 -0.0202 0.0246
Si -0.1319 0.0598 0.0771
Si -0.0928 0.1115 0.1692
Si -0.017 -0.0524 0.1203
Si -0.0751 0.1238 -0.0579
Si 0.0069 0.0628 -0.1456
Si 0.0525 -0.0621 -0.0039
Si 0.0869 -0.1046 0.176
Si -0.1488 0.1926 -0.0166
Si -0.0966 0.1427 -0.0232
Si 0.0402 -0.1476 0.2897
Si -0.0043 -0.0398 -0.0719
Si -0.1599 0.0851 0.1665
Si 0.0013 0.0664 -0.0008
Si 0.0311 0.0182 -0.1351
Si -0.0036 -0.0328 -0.0429
Si 0.0299 0.0715 -0.1306
Si -0.0282 -0.0007 -0.0209
Si -0.0391 0.0218 -0.0918
Si -0.0894 0.0107 -0.0075
Si 0.1261 0.0257 -0.1588
Si 0.0346 -0.1004 -0.0978
Si -0.0667 0.0894 0.0632
Si 0.0409 -0.0093 -0.0512
Si -0.04 0.0415 -0.0788
Si 0.0879 -0.0719 -0.185
Si -0.0566 -0.0092 -0.0475
Si -0.0254 0.1018 -0.0029
Si 0.0365 -0.1093 -0.1368
Si 0.0079 -0.0144 -0.0567
Si -0.0124 -0.0334 -0.0262
Si -0.011 0.008 -0.0131
Si 0.016 -0.0127 -0.0002
Si -0.0145 -0.0356 0.0012
Si -0.0155 -0.0181 -0.001
Si 0.0386 0.0097 -0.0056
Si -0.0069 -0.0029 -0.0022
Si -0.0252 -0.0379 -0.0139
Si -0.0358 -0.0123 0.0032
Si -0.0182 0.0051 -0.0104
Si 0.0015 -0.0034 0.0101
Si -0.008 0.0079 0.001
Si 0.0198 0.021 0.006
Si 0.0226 0.0026 -0.0048
Si -0.0085 -0.0138 0.0175
Si 0.0128 -0.0302 0.0003
Si 0.0028 0.0144 0.0062
Si -0.0202 -0.0115 0.0067
Si 0.0038 0.0039 0.0042
Si -0.0164 -0.0197 -0.0085
Si 0.0055 0.0303 -0.0126
Si 0.0179 0.0102 0.017
Si 0.0026 0.0165 -0.0039
Si -0.0232 0.0256 -0.0024
Si 0.0425 0.0425 -0.0167
Si 0.0136 0.0092 0.0061
Si 0.0312 0.0149 0.0027
Si 0.0386 -0.0104 0.0068
Si -0.0035 0.0256 -0.0012
Si -0.02 -0.0349 -0.004
Si 0.0132 0.0299 0.0024
Si -0.0243 -0.0021 -0.019
Si 0.0035 0.0182 0.0082
Si 0.0009 0.0038 -0.0149
Si -0.0334 -0.0465 0.0017
Si 0.0135 0.0082 0.0006
Si 0.0125 -0.0157 -0.0113
Si 0.0453 -0.0033 0.0332
Si 0.0113 -0.0252 -0.0149
Si -0.0225 0.0482 0.0252
Si 0.0522 -0.0633 -0.0177
Si -0.0096 0.0299 -0.0186
Si 0.0509 -0.0365 0.0177
Si -0.0569 -0.0525 0.0135
Si 0.0092 -0.0221 0.0011
Si -0.0511 0.0159 -0.0034
Si -0.1269 0.0013 0.0198
Si -0.0666 0.0462 0.0058
Si 0.0048 -0.0209 0.0161
Si 0.0523 -0.0493 0.0043
Si -0.0154 0.0311 0.0341
Si 0.053 -0.0075 0.0168
Si -0.0349 -0.0162 0.0041
Si -0.0282 -0.0279 0.0156
Si 0.0449 0.0521 -0.0067
Si -0.0653 0.0479 0.0201
Si 0.0505 -0.0156 -0.0367
Si 0.0107 -0.0072 0.0391
Si -0.0052 0.0442 0.0271
Si -0.0324 0.0275 -0.0117
Si 0.0399 -0.0018 -0.0241
Si 0.0985 0.0895 0.0043
Si -0.0306 0.0076 0.0228
Si 0.0117 0.0343 0.0587
Si 0.0989 0.0379 0.0428
Si -0.0185 0.0175 0.0073
Si 0.0323 0.0367 0.0133
Si 0.0088 0.0255 -0.0305
Si -0.0502 -0.035 -0.0236
Si -0.0931 -0.1032 0.0512
Si 0.0103 -0.0794 0.0724
Si 0.0137 0.0475 0.0601
Si 0.0191 -0.064 0.0059
Si 0.1361 -0.0392 0.0146
Si 0.0386 0.0093 0.0941
Si 0.0643 -0.0689 -0.0419
Si 0.0731 0.0332 0.0297
Si -0.1291 0.0344 0.0474
Si -0.0585 0.1085 0.1022
Si 0.0101 0.035 0.0464
Si -0.1037 -0.1079 0.013
Si -0.0547 -0.0901 0.0216
Si -0.0609 -0.0126 0.028
Si -0.0601 -0.0688 0.0925
Si 0.0806 -0.0731 0.0719
Si 0.0463 -0.0419 0.0644
Si -0.0854 0.0085 0.1159
Si 0.1166 0.0202 -0.0654
Si -0.0303 0.0965 0.1473
Si -0.0096 0.1296 -0.0373
Si 0.035 -0.0849 0.0763
Si -0.086 -0.014 -0.0684
Si -0.0808 0.0191 -0.107
Si 0.0454 -0.0553 -0.0074
Si 0.0596 -0.0801 -0.1008
Si -0.0425 0.121 0.0295
Si 0.0057 -0.04 -0.2474
Si 0.0329 -0.0275 -0.1267
Si 0.1068 -0.0544 0.2566
Si -0.0631 0.0827 0.1935
Si 0.0971 0.245 0.0871
Si 0.0516 -0.0309 -0.0129
Si -0.144 0.0656 0.1397
Si 0.1197 0.1368 0.0434
Si 0.154 -0.0257 -0.0251
Si -0.1169 -0.2473 -0.0033
Si 0.0282 0.0945 -0.0792
Si 0.1143 0.0118 -0.1019
Si 0.0718 -0.1419 0.0927
Si -0.1553 -0.0739 0.1219
Si -0.093 -0.0978 0.1745
Si -0.1176 -0.0749 0.2767
Si -0.0646 0.0463 0.1665
Si 0.0419 0.0545 0.1787
Si -0.1338 -0.3097 0.1934
Si 0.2859 -0.0124 0.3319
Si 0.0433 0.0667 0.1775
Si -0.0358 0.0344 -0.0803
Si -0.3522 0.1014 0.2811
Si 0.0499 0.3021 0.2156
Si -0.0535 -0.0507 0.2617
Si -0.2767 -0.4183 0.5361
Si 0.0394 -0.0804 0.1255
Si -0.1623 0.0366 0.2145
Si 0.3332 -0.0055 0.4332
Si -0.2105 0.081 0.0788
Si 0.0448 -0.1362 0.1678
Si 0.3942 -0.1104 0.3142
Si -0.1941 0.2166 0.4735
Si -0.1219 0.1579 0.1407
Si -0.1388 -0.0014 0.2751
Si -0.0059 -0.0509 0.3675
Si 0.0244 0.0433 0.5678
Si -0.0624 0.0217 -0.1705
Si -0.1326 -0.0328 -0.292
Si -0.0725 0.1419 0.6784
Si 0.4028 -0.1445 0.0135
Si -0.0833 -0.1159 0.3404
Si 0.4918 -0.2161 -0.1532
Si 0.147 0.3632 -0.6571
Si 0.1881 -0.1001 -0.0324
Si 0.0434 0.1237 0.3325
Si 0.0672 0.0351 0.0839
Si -0.1581 0.2784 0.204
Si 0.0302 -0.33 0.3831
Si -0.0388 0.0555 0.4293
Si -0.0536 -0.0645 -0.4073
Si 0.0029 0.0065 0.5191
Si -0.0401 -0.1177 0.3486
Si 0.2029 0.0237 0.223
Si 0.0492 -0.0104 0.2461
Si 0.141 -0.2024 0.2923
Si -0.0497 0.1294 0.4031
Si 0.2672 -0.2759 0.3245
Si -0.1086 0.3405 -0.6294
Si -0.1179 -0.0098 -0.5741
Si 0.1275 0.0475 -0.4279
Si -0.0023 -0.1192 -0.1775
Si 0.2037 -0.1404 0.1117
Si -0.1983 0.1397 0.5125
Si 0.1746 0.2387 0.2868
Si -0.1402 -0.1413 0.7154
Si 0.1052 -0.0628 0.4357
Si 0.113 -0.1221 0.6137
Si 0.0628 0.041 0.437
Si 0.0281 0.001 -0.3442
Si -0.1971 0.2169 -0.2735
Si 0.1785 -0.0261 -0.2389
Si 0.0553 -0.0251 -0.4257
Si -0.2439 0.1845 -0.412
Si 0.0417 0.1392 -0.4232
Si 0.2263 -0.2303 -0.5494
Si -0.2341 -0.1973 0.1005
Si -0.2361 0.0381 0.5488
Si -0.1846 0.1273 -0.4495
Si -0.0697 0.121 -0.1917
Si -0.0574 0.2329 -0.206
Si -0.0179 0.0548 0.1356
Si 0.0096 -0.1236 -0.1541
Si -0.0075 0.0396 -0.341
Si -0.2432 0.0981 0.3188
Si -0.1437 0.2336 0.0842
Si -0.0802 0.1058 -0.453
Si -0.0368 0.0767 -0.3004
Si 0.1377 0.049 -0.3854
O -0.0612 0.0312 0.6185
O 0.2071 0.242 0.0105
O 0.1737 0.0103 0.7415
O 0.164 0.0043 0.445
O 0.4168 -0.0514 0.6642
O 0.3365 0.1228 0.3548
O -0.0369 0.1099 0.0464
O 0.0483 -0.1263 0.7963
O 0.1976 0.2219 0.5333
O 0.0578 0.1525 0.4121
O -0.1096 0.0034 0.0103
O -0.1201 0.1982 0.1611
O -0.1012 -0.2318 0.1489
O -0.0907 -0.3033 0.6217
O 0.1458 0.1916 0.2583
O 0.1093 -0.1352 0.5072
O -0.0446 0.1264 0.2083
O 0.2582 -0.2415 0.3462
O -0.03 0.4433 0.6349
O 0.1614 -0.081 0.4647
O 0.1966 -0.2282 0.7057
O -0.2593 0.0007 0.4151
O 0.3575 0.0748 -0.0639
O 0.1236 0.0707 0.8754
O 0.0824 -0.3563 0.751
O -0.2408 -0.0083 0.0085
O 0.1195 -0.2045 0.3961
O 0.0718 -0.15 0.3056
O -0.1042 0.2626 0.5361
O -0.0538 0.021 0.3913
O -0.2291 -0.1654 0.2499
O -0.1352 0.0584 0.5659
O 0.0388 -0.16 -0.0867
O -0.0787 0.0309 -0.6208
O 0.2562 -0.242 -0.3237
O -0.1016 -0.0769 -0.6375
O 0.0809 -0.1477 -0.0823
O -0.0756 -0.0705 -0.2558
O -0.0748 0.2037 -0.2087
O -0.366 0.2514 -0.3191
O -0.3642 0.088 -0.65
O 0.308 -0.3582 -0.4296
O 0.1194 -0.0134 -0.3754
O -0.1102 -0.0239 -0.1904
O -0.0102 -0.0979 -0.4896
O -0.0643 -0.1362 0.0998
O 0.0778 -0.2623 -0.6894
O -0.2874 0.0242 -0.3642
O 0.0472 -0.1928 -0.3835
O -0.4698 0.1394 -0.4107
O 0.0258 0.1087 -0.3966
O -0.1267 0.3712 -0.099
O 0.2636 -0.1783 -0.324
O 0.2357 0.0282 -0.6964
O 0.3061 0.3629 -0.0565
O 0.19 0.3673 -0.0172
O -0.3393 0.4203 -0.8045
O -0.2187 -0.09 -0.7358
O -0.3278 0.2796 -0.2942
O 0.2518 -0.1914 -0.502
O 0.1777 0.1512 -0.0422
O 0.1723 -0.0453 0.0219
O 0.1974 0.1191 -0.7886
O -0.0293 -0.0358 -0.1475
O 0.0738 0.0288 -0.5722
O 0.003 0.3135 0.5692
O 0.0175 0.051 0.0232
O -0.0364 0.0026 -0.1371
O 0.1509 -0.042 -0.6702
O 0.1272 -0.1794 -0.3688
O -0.2882 -0.0001 -0.0592
O 0.1983 0.1236 -0.1625
O -0.3666 -0.0896 0.2401
O -0.7591 -0.4063 -0.263
O 0.0222 0.1191 -0.2023
O -0.0134 0.289 -0.1062
O 0.3737 -0.2465 0.269
O -0.0308 -0.1746 0.0119
O -0.0671 0.0531 -0.0506
O -0.0206 0.2808 0.079
O 0.2057 0.0766 0.1623
O 0.3016 0.0902 0.3714
O -0.0175 0.0167 0.2082
O -0.1372 -0.0042 0.1264
O -0.2713 0.0743 0.0867
O 0.1134 -0.0542 -0.0953
O 0.0205 -0.2233 -0.0075
O 0.0855 0.0886 0.1443
O 0.0755 0.0713 0.0745
O 0.1246 0.3074 -0.0638
O -0.1622 0.0855 -0.1055
O 0.2179 -0.1606 0.2442
O -0.2066 -0.0353 -0.2958
O -0.4408 -0.0559 -0.5497
O 0.18 -0.144 -0.1196
O 0.2049 0.0316 -0.4646
O -0.1018 -0.1541 -0.2343
O 0.2353 -0.0908 0.215
O -0.2108 -0.066 -0.1261
O 0.0671 -0.0374 0.141
O 0.0731 0.1114 0.2338
O 0.1296 -0.3976 0.3061
O 0.3101 -0.0253 0.0495
O 0.0141 0.0635 0.2376
O -0.2201 -0.1756 0.0609
O -0.1821 0.0052 0.2989
O 0.0828 0.0851 -0.1744
O 0.0359 0.0681 0.2865
O -0.0489 0.0911 -0.1812
O 0.2117 0.2838 -0.2415
O -0.1148 -0.1541 0.3265
O -0.0649 0.0158 0.1443
O 0.0046 0.1336 0.158
O -0.1934 0.0094 0.01
O 0.0002 0.1069 0.0243
O -0.0153 -0.199 0.2184
Si 0.0343 -0.0132 -0.0677
Si -0.0157 -0.0008 -0.0305
Si 0.0066 0.025 -0.0088
Si 0.0041 0.0205 0.0083
Si -0.0292 -0.0551 0.0006
Si 0.0118 0.0401 -0.0464
Si -0.0459 -0.0237 -0.0345
Si 0.0104 -0.0125 -0.0085
Si -0.0177 -0.0536 -0.0017
Si -0.0024 0.001 -0.0141
Si 0.0271 0.0028 -0.0488
Si -0.009 0.0008 -0.0337
Si -0.0362 -0.0122 -0.0272
Si -0.0443 0.0269 0.0009
Si -0.0121 -0.0404 -0.0265
Si -0.0825 -0.0969 0.0222
Si 0.0748 0.0118 0.0235
Si 0.041 0.082 0.0215
Si -0.003 0.0303 -0.0315
Si 0.0578 0.0087 -0.0096
Si -0.005 -0.046 0.0128
Si 0.0044 -0.0423 -0.0226
Si 0.0113 -0.0179 0.0256
Si -0.0053 0.0018 0.0531
Si 0.0049 0.0175 -0.0077
Si -0.0034 0.0302 -0.0096
Si -0.0253 0.0602 0.0198
Si -0.0342 0.0211 0.015
Si -0.0048 0.0221 -0.0192
Si 0.0912 -0.0055 -0.0114
Si 0.0325 0.0041 -0.0038
Si -0.0292 0.0165 0.017
Si 0.0701 0.0087 0.0042
Si -0.0131 0.0491 -0.0065
Si 0.0093 -0.062 -0.021
Si -0.0952 0.0118 -0.0349
Si -0.013 -0.0027 0.0048
Si 0.0082 -0.0288 -0.008
Si -0.0202 -0.0356 -0.0023
Si -0.0141 0.0125 0.0049
Si 0.003 -0.0126 -0.0128
Si -0.0129 0.0313 -0.0069
Si -0.0268 -0.0134 -0.0023
Si -0.0092 -0.0079 -0.0023
Si 0.0131 -0.0086 0.0036
Si 0.0045 -0.0334 0.0097
Si -0.0031 0.013 0.0054
Si 0.0116 -0.0286 0.0096
Si -0.0031 -0.0133 0.0029
Si 0.0075 0.0078 0.0234
Si 0.0142 0.0185 0.0088
Si -0.0344 -0.033 0.0113
Si 0.0074 0.0358 0.0066
Si -0.005 -0.0047 0.0022
Si 0.0182 0.022 0.0027
Si 0.0061 0.0093 -0.0156
Si -0.018 -0.0022 0.0031
Si 0.0103 -0.01 -0.0016
Si -0.0269 0.0169 -0.0082
Si 0.0064 0.0017 -0.0087
Si 0.0214 0.0094 -0.0001
Si 0.0268 0.0051 -0.0054
Si 0.0064 0.0106 0.0018
Si -0.0121 0.0173 -0.0002
Si 0.0158 0.0113 -0.0005
Si -0.0072 -0.0153 0.0007
Si 0.0031 0.0157 0.0019
Si -0.0051 0.0142 -0.0014
Si 0.0217 0.0029 0.0064
Si -0.0016 0.0009 0.0053
Si -0.0103 -0.0152 0.0079
Si -0.0084 0.0066 -0.0005
